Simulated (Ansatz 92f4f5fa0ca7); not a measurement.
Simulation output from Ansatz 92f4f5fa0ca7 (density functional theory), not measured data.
Periodic cell of 241 atoms, Si128O81H32, with a vacuum gap, from a study of silicon, its oxide and their interface. The atomic structure is a simulated model.

Settings
functional: r2SCAN
potential files: Ansatz PAW
basis: plane waves
wave-function cutoff: 800 eV
density cutoff ratio: 5
exchange-correlation grid ratio: 1
k mesh: 1 x 1 x 1, shifted by 0.5 0.5 0 of a step
self-consistency stop: 1e-11 eV per atom in the density residual
occupations: fixed
spin: none
net charge: 0
applied field: sawtooth along c, amplitude +0.015 V/angstrom in the program's sign convention, ramp centred at 0.9884 of c and 0.0232 of c wide, no dipole correction

Cell vectors (angstrom)
a	10.88	0	0
b	0	10.88	0
c	0	0	43.1716

Atoms: element, x, y, z (angstrom)
Si	-2.4317	-5.6688	29.5175
Si	0.2099	-2.9237	29.5756
Si	-3.652	0.5836	29.6435
Si	-3.5888	5.3433	14.2396
Si	-8.9017	-4.6633	29.4855
Si	-6.2643	-1.7425	29.7703
Si	2.9441	-0.0536	29.8576
Si	-5.2151	-8.4253	29.6241
Si	-1.5606	-3.8746	30.8022
Si	1.1336	-1.1514	30.8418
Si	-1.7242	-9.2556	30.6273
Si	1.0028	-6.468	30.7072
Si	-7.1266	-3.7155	30.7341
Si	-4.5037	-0.9848	31.1394
Si	3.9398	1.6542	31.0381
Si	-4.2467	-6.597	30.7476
Si	-2.9838	-2.4722	32.1279
Si	-0.3056	0.2898	32.024
Si	-2.9666	-7.9358	32.1981
Si	-0.2496	-5.1753	32.2501
Si	2.463	-2.4578	32.2734
Si	5.1482	0.3529	32.5411
Si	2.4098	3.0656	32.0914
Si	-5.6913	-5.1529	31.9992
Si	-4.3609	-3.8322	33.4633
Si	-1.6289	-1.0619	33.4571
Si	-4.2981	1.7109	33.6929
Si	-1.6258	-6.5508	33.5536
Si	1.0938	-3.8012	33.5949
Si	3.7592	-1.0993	33.6849
Si	1.0595	1.6487	33.4362
Si	3.8043	-6.4663	33.4355
Si	-3.0181	-5.1713	34.867
Si	-0.286	-2.4019	34.8704
Si	-2.9464	0.2642	34.909
Si	-0.2528	2.9782	34.8799
Si	2.4847	-5.1576	34.8847
Si	-5.687	-2.4846	34.903
Si	2.3699	0.3118	34.9046
Si	5.1329	-7.7997	34.8924
Si	-1.6384	-3.789	36.2017
Si	1.0405	-1.0506	36.2721
Si	-1.6251	1.6469	36.2541
Si	1.1099	-6.5179	36.2218
Si	-7.0506	-3.824	36.2659
Si	-4.3195	-1.1078	36.2332
Si	3.784	-9.2127	36.2197
Si	-4.3849	-6.4861	36.264
Si	-1.3324	1.3318	6.9377
Si	1.3204	4.0955	6.9673
Si	-1.3728	6.8111	6.9268
Si	1.3615	-1.3586	6.9027
Si	4.0779	1.3434	6.9027
Si	-4.0587	4.0765	6.8731
Si	4.0892	-4.0621	6.9352
Si	-4.0773	-1.3701	6.9946
Si	-2.6541	-0.0469	8.3008
Si	-0.0253	2.7193	8.312
Si	-2.7216	5.4311	8.2761
Si	-0.021	-2.6895	8.2844
Si	2.7172	-0.0071	8.2843
Si	5.4835	2.6875	8.2067
Si	2.672	5.504	8.2503
Si	5.44	-2.7388	8.3419
Si	-1.3354	-1.3774	9.7512
Si	1.3528	1.364	9.6396
Si	-1.3932	4.0747	9.6692
Si	1.3165	-4.0205	9.6581
Si	2.6609	-2.6711	11.0701
Si	-4.0031	1.3259	9.5771
Si	4.0633	4.0826	9.427
Si	-4.062	6.7659	9.6773
Si	0.0104	0.0865	11.0774
Si	2.7971	2.7595	10.8588
Si	0.02	5.4124	10.9979
Si	4.0629	-1.3654	9.677
Si	-5.3558	-0.0234	10.9378
Si	-2.7645	2.7163	11.0249
Si	5.347	5.3607	10.8653
Si	-2.7078	-2.7979	11.1017
Si	-1.3117	1.5326	12.4566
Si	-1.3774	-4.2748	12.4572
Si	2.8661	-3.2848	18.0378
Si	0.4691	2.7317	13.6999
Si	4.1409	-1.2917	15.9417
Si	-4.6858	3.5556	12.1189
Si	3.8416	-4.3378	12.2356
Si	-4.137	-1.4388	12.3942
Si	-4.4832	4.5105	16.8639
Si	3.5692	4.6376	17.1149
Si	3.5398	2.5299	19.3771
Si	-6.3402	1.7628	12.0751
Si	2.6143	0.3953	13.9251
Si	-4.013	0.9688	23.7516
Si	-3.802	-2.4569	20.3653
Si	-2.5606	-0.1123	13.6819
Si	-2.4598	-2.1799	17.7415
Si	-4.9104	-1.4754	27.916
Si	0.8171	3.447	16.5273
Si	-2.5264	-1.7479	23.1283
Si	-2.6666	-7.4875	25.2177
Si	0.5312	-1.8462	17.1465
Si	2.0162	0.598	26.9915
Si	3.3051	-6.8978	24.594
Si	-6.3419	-0.1394	25.3917
Si	2.9339	-1.1932	23.1417
Si	1.4948	-1.1215	12.4755
Si	0.1577	-0.9841	24.1217
Si	-0.7489	-7.4586	29.3934
Si	-0.9648	3.8189	18.7916
Si	1.6559	4.2691	12.2572
Si	-0.0981	-7.779	27.0933
Si	-5.4982	-3.0933	13.604
Si	-3.2864	-4.6606	24.2207
Si	-5.637	-5.7201	22.3457
Si	1.643	-5.1554	26.5221
Si	-4.7703	-8.4687	21.0207
Si	-3.0672	-4.7929	18.8326
Si	-3.9365	-0.1684	16.3561
Si	1.6344	1.4774	23.3791
Si	0.8755	2.3689	20.6086
Si	-3.2779	2.0928	18.3155
Si	-6.7271	-3.1009	20.8872
Si	0.4842	-2.1995	26.6887
Si	-4.0901	-4.4716	27.2375
Si	1.4763	0.9232	18.1826
Si	-0.0202	-2.0066	14.0569
Si	-5.3902	-7.0436	26.8583
O	3.6625	-2.1149	17.243
O	0.9284	-9.0574	26.8431
O	3.9011	3.8132	18.4715
O	-2.035	4.9322	19.1905
O	-4.3994	-4.1416	14.2035
O	-0.3168	-2.4454	28.0701
O	-5.675	-8.0614	28.0783
O	-3.7567	-0.3261	28.2322
O	-3.1097	-1.8349	21.6483
O	-3.9321	-7.3182	26.2125
O	-2.8184	-5.1315	27.9988
O	4.7435	1.9887	20.2788
O	-6.366	-4.5825	21.4479
O	1.4442	1.4954	14.1843
O	-5.3132	0.9224	24.7273
O	3.2343	0.6898	25.9152
O	3.0343	1.3096	18.4348
O	-1.3703	-1.11	14.1924
O	-6.7579	-6.3993	23.2965
O	-2.9967	-8.7381	24.2336
O	4.9177	4.5877	16.2148
O	-3.3479	4.9504	15.7913
O	-0.4435	-1.6409	25.4841
O	1.1084	-3.6396	26.247
O	-4.9224	-6.9152	21.4972
O	1.2678	-3.0915	17.8602
O	2.7452	5.4137	12.8239
O	-0.458	-3.4884	13.5575
O	-4.2264	3.0224	17.4024
O	5.3409	-0.2775	16.3117
O	2.9542	-0.3911	15.3057
O	2.3243	4.0006	16.3094
O	-5.3539	-5.4988	27.4191
O	-1.7344	2.5364	18.1721
O	-3.3356	0.495	15.0003
O	-4.4738	1.3969	22.2498
O	-0.2285	3.4531	20.1762
O	0.0289	3.455	15.1114
O	4.621	-2.3728	14.8424
O	3.9824	1.191	13.5271
O	-2.5616	-3.2673	23.7506
O	0.524	-6.3155	26.716
O	0.0634	4.3463	17.6509
O	2.3477	2.9951	20.3686
O	-2.2498	-5.3525	13.3468
O	3.2661	-4.7116	17.4413
O	2.4487	-5.0655	27.9377
O	-4.5007	-4.9662	23.2076
O	2.6332	0.7574	28.4624
O	-3.4483	-4.0341	20.2038
O	-6.809	-1.2325	24.2882
O	-4.2788	-2.9686	27.7858
O	3.387	-2.1587	21.9503
O	-3.4653	0.633	17.6744
O	1.5149	-1.7585	23.6922
O	2.3357	-8.1414	24.1419
O	0.7297	1.0731	19.6286
O	-3.8595	-4.3071	25.6691
O	-6.5342	-7.3202	25.758
O	-4.4173	4.0845	13.6523
O	-3.2065	-1.6862	19.0868
O	2.4914	-5.6374	25.2287
O	1.3468	-0.5436	17.605
O	-0.9677	-1.6087	17.6623
O	-0.9957	-1.2243	23.0283
O	-5.6369	-0.9954	26.5546
O	0.5866	-2.1115	15.5547
O	-3.3605	-0.5302	23.8404
O	-4.4075	-5.3747	18.1456
O	0.7178	-8.8447	22.1682
O	0.5996	0.5874	24.2965
O	-2.4348	-6.0649	24.4073
O	-2.3769	-3.7863	17.7728
O	1.5151	-0.9573	26.9123
O	-5.3941	-2.2991	20.457
O	-3.3253	-1.67	16.4794
O	-3.6189	2.221	19.8958
O	0.8662	1.9414	17.0976
O	2.7101	0.3953	22.7729
O	3.2039	-3.2475	19.6047
O	-1.3683	-7.9221	26.0834
H	-0.8161	-4.6103	37.1342
H	-2.4608	-2.9678	37.1342
H	1.8632	-1.8716	37.2046
H	0.2179	-0.2296	37.2046
H	-2.4505	2.4651	37.1865
H	-0.814	0.8145	37.1865
H	0.2829	-5.7014	37.1542
H	1.9337	-7.3377	37.1542
H	-7.8761	-3.006	37.1983
H	-6.2292	-4.6462	37.1983
H	-3.4983	-1.9302	37.1656
H	-5.1364	-0.2811	37.1656
H	2.9705	-8.3826	37.1521
H	4.6111	-10.0291	37.1521
H	-5.2082	-5.6658	37.1964
H	-3.5629	-7.3077	37.1964
H	-0.5101	0.5105	6.0053
H	-2.1536	2.1541	6.0053
H	0.5094	4.9279	6.0349
H	2.143	3.2745	6.0349
H	-2.1948	7.6327	5.9943
H	-0.5474	5.9929	5.9943
H	0.5391	-0.5373	5.9702
H	2.1885	-2.1751	5.9702
H	3.2553	2.1644	5.9702
H	4.9035	0.5254	5.9702
H	-3.2419	3.2498	5.9406
H	-4.8858	4.893	5.9406
H	4.9026	-4.8921	6.0027
H	3.2654	-3.2423	6.0027
H	-3.254	-2.1904	6.0622
H	-4.8987	-0.5479	6.0622

Results
free energy: -128575.286 eV
free energy less fixed offsets of H -15.71, O -570.45, Si -639.56 eV per atom: -2.436 eV

Forces (eV/angstrom), in the order of the atoms: element, x, y, z
Si	-0.0056	0.0031	0.0232
Si	-0.0031	-0.0026	0.0243
Si	0.0052	-0.0057	0.0166
Si	-0.0027	-0.0046	0.0566
Si	-0.0007	-0.0053	0.0237
Si	0.0031	-0.0132	0.0111
Si	-0.0034	0.0103	0.0232
Si	0.0012	0.0045	0.0262
Si	0.014	-0.0068	-0.0123
Si	0.0067	-0.0074	-0.0129
Si	-0.011	0.002	-0.0133
Si	-0.0061	0.0096	-0.0173
Si	-0.0126	0.0053	-0.0119
Si	-0.0087	0.0168	-0.0186
Si	0.0136	-0.0067	-0.0143
Si	0.0126	-0.0083	-0.0128
Si	0.0054	-0.0059	0.0142
Si	-0.0037	0.0084	0.0143
Si	0.0001	0	-0.0056
Si	0.0024	0.0033	-0.0054
Si	0.0133	0.0014	0.0034
Si	-0.0002	-0.0106	-0.0029
Si	-0.0082	-0.0145	0.0159
Si	0.0072	0.0052	0.0137
Si	-0.0078	-0.0036	0.0261
Si	-0.0123	-0.005	0.025
Si	0.0149	0.0156	0.0098
Si	-0.005	-0.0044	0.0131
Si	-0.0208	-0.0149	0.0133
Si	0.0086	0.0008	0.0133
Si	-0.0015	-0.0033	0.031
Si	0.0174	0.0058	0.0313
Si	0.0287	-0.0173	0.1591
Si	0.0085	-0.0099	0.1831
Si	-0.0007	0.002	0.1943
Si	-0.0209	0.0259	0.1778
Si	-0.0193	0.0165	0.195
Si	0.0097	-0.0117	0.176
Si	0.005	0.0116	0.1919
Si	-0.0005	-0.0228	0.1835
Si	-0.1127	-0.0188	0.2351
Si	-0.0527	0.0281	0.3159
Si	0.194	-0.1272	0.3954
Si	0.0401	-0.1372	0.2662
Si	0.0015	0.0486	0.3718
Si	-0.0011	0.0171	0.3695
Si	-0.0647	0.0849	0.2514
Si	0.0094	0.0973	0.3646
Si	0.0292	-0.0227	-0.2946
Si	-0.095	0.1441	-0.476
Si	-0.0027	0.09	-0.2091
Si	-0.0475	0.0043	-0.142
Si	0.0715	-0.092	-0.3843
Si	0.0727	-0.0842	-0.3325
Si	-0.0737	0.0357	-0.3591
Si	0.0558	-0.0907	-0.3115
Si	0.0211	-0.0319	-0.1794
Si	-0.0125	-0.0128	-0.1763
Si	-0.0009	0.0155	-0.2064
Si	-0.0091	0.0036	-0.1694
Si	-0.0033	-0.0148	-0.1926
Si	0.023	-0.0269	-0.192
Si	-0.0395	0.0373	-0.1806
Si	0.0031	0.0192	-0.1589
Si	0.0149	-0.0014	-0.0254
Si	-0.0068	-0.0023	-0.0284
Si	0.018	0.008	-0.0284
Si	0.0008	-0.006	-0.018
Si	0.0011	-0.003	-0.0128
Si	-0.0321	-0.0004	-0.0265
Si	0.0019	-0.0113	-0.007
Si	-0.0016	0.0037	-0.0294
Si	-0.0004	0.0037	-0.003
Si	0.0082	0.0273	-0.0084
Si	0.0065	-0.0028	-0.0113
Si	-0.0111	-0.0036	-0.0216
Si	0.0115	-0.0039	-0.0029
Si	0.0017	-0.0166	-0.0121
Si	-0.0258	-0.0061	-0.007
Si	-0.0095	0.0105	-0.009
Si	0.0074	-0.0035	0.0165
Si	0.0059	0.0005	0.0259
Si	0.0141	-0.0107	0.062
Si	0.0055	0.0133	0.034
Si	0.0056	-0.0136	0.0587
Si	-0.0092	0.0085	0.0259
Si	0.0207	0.008	0.0196
Si	0	0.0018	0.0228
Si	-0.0104	-0.012	0.0536
Si	0.0039	-0.0022	0.0431
Si	0.0023	-0.0043	0.0576
Si	-0.0005	-0.0004	0.0245
Si	0.005	0.0029	0.0378
Si	-0.0018	0.0059	0.0614
Si	-0.0059	0.001	0.0658
Si	-0.0115	-0.0063	0.0285
Si	-0.0116	-0.0285	0.0539
Si	0.0073	-0.002	0.045
Si	0.0059	-0.0032	0.0603
Si	0.0108	-0.0014	0.0614
Si	0.0034	0.0022	0.0568
Si	0.001	0.0088	0.058
Si	-0.0023	0.0053	0.0529
Si	0.0011	0.0066	0.0643
Si	0.0062	0.0028	0.0607
Si	0.0063	0.0062	0.0627
Si	-0.0064	-0.0125	0.006
Si	-0.0027	-0.0006	0.0522
Si	0.0053	-0.0086	0.0085
Si	-0.0036	-0.0028	0.0491
Si	-0.0077	-0.0148	0.0185
Si	0.0026	0.0038	0.048
Si	-0.0052	-0.0051	0.0291
Si	0.0042	-0.0117	0.0646
Si	-0.0019	-0.0032	0.0659
Si	-0.0041	0.002	0.0542
Si	0.0002	0.0038	0.0761
Si	0.0031	0.0081	0.0491
Si	0.0339	-0.0054	0.055
Si	0.0106	0.0051	0.0625
Si	0.0015	0.0019	0.0694
Si	-0.0022	0.0116	0.059
Si	0.0021	-0.0011	0.0693
Si	0.0061	-0.011	0.0598
Si	0.0079	-0.0041	0.0592
Si	0.0078	0.0115	0.0542
Si	0.0032	-0.0016	0.0413
Si	-0.0019	0.0031	0.0608
O	0.0111	0.0156	-0.0343
O	0.005	-0.008	-0.02
O	0.0006	0.0157	-0.0318
O	-0.0014	-0.0002	-0.0154
O	-0.0023	0.0072	-0.0253
O	0.0062	0.0059	-0.0372
O	-0.0074	0.0116	-0.0382
O	-0.0053	-0.0059	-0.0185
O	-0.0132	-0.0109	-0.0473
O	0.0107	-0.0089	-0.0278
O	-0.0119	0.0119	-0.0314
O	-0.0178	0.0024	-0.0271
O	-0.0091	0.0181	-0.0264
O	-0.0009	-0.0041	-0.017
O	0.0121	0.0082	-0.0291
O	0.0103	-0.0042	-0.0305
O	-0.0096	-0.0034	-0.0208
O	0.0012	0.001	-0.0211
O	0.0171	0.0055	-0.0427
O	-0.0101	-0.0121	-0.026
O	0.0037	0.0046	-0.0222
O	0.0042	0.0044	-0.0389
O	-0.0052	0.017	-0.0392
O	-0.0026	0.0043	-0.0206
O	0.0026	-0.0135	-0.0305
O	-0.0019	0.0058	-0.017
O	-0.007	0.0032	-0.0114
O	-0.0007	-0.0025	-0.0259
O	-0.0056	0.0102	-0.0194
O	0.0152	-0.0023	-0.0194
O	-0.0094	0.0142	-0.0363
O	-0.008	-0.0048	-0.0227
O	-0.006	-0.0021	-0.0179
O	0.0014	-0.005	-0.0156
O	0.0067	0.0001	-0.0442
O	-0.0054	0.0178	-0.0492
O	-0.0054	0.0107	-0.0299
O	-0.0013	-0.0058	-0.0472
O	0.0073	-0.0102	-0.0329
O	0.0006	-0.0003	-0.0199
O	0.007	0.0163	-0.016
O	0.0101	0.0069	-0.0199
O	0.0088	0.0037	-0.0339
O	0.0053	0.0028	-0.0279
O	0.0022	-0.0015	-0.0325
O	-0.0016	-0.0059	-0.0192
O	0.0035	-0.0087	-0.0346
O	-0.0171	-0.005	-0.0379
O	-0.0067	0	-0.032
O	0.0025	-0.0079	-0.0281
O	-0.0081	-0.004	-0.0324
O	0.0025	-0.0111	-0.0159
O	0.0118	-0.0213	-0.0411
O	-0.0052	-0.0183	-0.0358
O	0.0132	-0.0008	-0.0258
O	-0.0079	-0.0147	-0.0219
O	0.0011	-0.008	-0.0352
O	0.0075	-0.0012	-0.0467
O	-0.0167	-0.0005	-0.0321
O	0.004	-0.0119	-0.0362
O	0.0145	-0.0044	-0.044
O	0.0139	-0.0113	-0.0319
O	-0.0032	-0.015	-0.02
O	0.0101	-0.0031	-0.0235
O	-0.009	-0.0032	-0.0208
O	-0.006	0.0094	-0.0435
O	-0.0041	0.0001	-0.0501
O	0.0002	-0.008	-0.0193
O	-0.0045	-0.006	-0.0293
O	-0.0101	0.0138	-0.0534
O	0.0034	0.0045	-0.0256
O	-0.0018	0.0107	-0.0195
O	0.0023	-0.0027	-0.0122
O	0.0016	-0.0032	-0.0171
O	0.0012	0.0024	-0.018
O	-0.0131	0.01	-0.0311
O	0.0151	0.0004	-0.0447
O	-0.0026	0.0107	-0.0299
O	0.0011	0.0013	-0.0182
O	-0.0135	-0.0038	-0.0489
O	-0.0226	0.0024	-0.0376
H	-0.2472	0.2666	-0.298
H	0.3442	-0.3965	-0.2417
H	-0.172	0.2137	-0.3133
H	0.3029	-0.4372	-0.2289
H	0.2269	-0.233	-0.3281
H	-0.3129	0.448	-0.1996
H	0.2664	-0.2433	-0.2929
H	-0.3742	0.355	-0.2251
H	0.2167	-0.1711	-0.3052
H	-0.4433	0.3734	-0.2318
H	-0.3712	0.3834	-0.2171
H	0.1874	-0.2253	-0.2812
H	0.3673	-0.3762	-0.2095
H	-0.2013	0.1947	-0.3166
H	0.4924	-0.3193	-0.2251
H	-0.276	0.1899	-0.3041
H	-0.2849	0.4259	0.2479
H	0.1992	-0.3338	0.2992
H	0.2491	-0.4453	0.1958
H	-0.2241	0.2592	0.2951
H	0.2923	-0.3399	0.2337
H	-0.2775	0.3374	0.2722
H	0.3651	-0.3214	0.251
H	-0.3261	0.2508	0.2946
H	0.2456	-0.2472	0.2764
H	-0.4014	0.2371	0.1941
H	-0.2103	0.3637	0.2342
H	0.2915	-0.2688	0.2753
H	-0.2926	0.2614	0.299
H	0.4346	-0.2066	0.2287
H	-0.3991	0.2668	0.232
H	0.3172	-0.2562	0.3131

The program warned: the cutoff lies below the one the program advises for these potential files; the forces do not sum to zero within the program's tolerance; empty levels may hold ghost states of the PAW files; the exchange-correlation potential is rough where the density is thin.
